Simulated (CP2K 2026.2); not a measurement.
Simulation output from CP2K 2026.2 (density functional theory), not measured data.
Periodic cell of 513 atoms, Si351O162, from a study of silicon, its oxide and their interface. The atomic structure is a simulated model.
Doubt: the forces sum to 0.41 eV/angstrom along one axis rather than to zero, so they err by at least 0.0008 eV/angstrom per atom on average; the grid cutoff is modest.
This geometry differs little from another in the collection (a relaxation step or a small displacement).

Settings: functional PBE; method Gaussian and plane waves; basis set DZVP-MOLOPT-SR-GTH; pseudopotentials GTH-PBE; grid cutoff 350 Ry, relative cutoff 50 Ry; k points Gamma only; occupations fixed; spin none; net charge 0.

Cell vectors (angstrom)
a	16.407	0	0
b	0	16.407	0
c	-0.3537	-0.1077	34.4436

Atoms and the computed forces on them: element, x, y, z (angstrom), force x, y, z (eV/angstrom)
Si	15.824	0.075	34.43	0.056	0.001	0.169
Si	3.078	2.622	0.055	-0.109	0.019	0.189
Si	16.001	5.842	0.169	0.041	-0.239	0.097
Si	2.724	7.809	0.164	-0.071	0.068	0.204
Si	16.105	11.204	0.13	0.076	-0.141	0.152
Si	2.773	13.155	34.121	-0.173	0.174	0.181
Si	5.38	0.41	0.249	0.033	-0.115	0.221
Si	8.098	2.506	0.566	-0.006	0.126	0.221
Si	5.123	5.729	0.169	0.1	-0.059	0.238
Si	8.307	8.029	0.084	-0.097	0.081	0.201
Si	5.142	10.768	0.167	0.109	-0.042	0.178
Si	8.338	13.232	0.008	-0.066	0.074	0.186
Si	10.478	0.39	0.056	0.084	-0.14	0.143
Si	13.85	2.382	0.036	-0.064	0.052	0.188
Si	10.477	5.697	0.203	0.102	-0.102	0.247
Si	13.526	7.843	0.229	-0.022	0.154	0.194
Si	10.708	11.121	0.043	0.037	-0.096	0.239
Si	13.754	13.444	0.196	-0.062	0.109	0.154
Si	1.366	1.397	1.248	0.004	-0.011	-0.047
Si	4.056	4.13	1.541	0.012	-0.001	-0.057
Si	1.189	6.786	1.608	0.044	0.013	-0.036
Si	3.851	9.415	1.508	0.013	0.003	-0.045
Si	1.39	12.363	1.252	-0.005	-0.011	-0.048
Si	4.133	14.974	1.133	0.015	-0.001	-0.065
Si	6.681	1.336	1.914	0.012	0.017	-0.088
Si	9.391	4.147	1.591	-0.011	-0.009	-0.09
Si	6.721	6.886	1.441	-0.006	-0.004	-0.063
Si	9.508	9.566	1.398	0.019	0.017	-0.053
Si	6.78	12.068	1.367	-0.018	0.006	-0.042
Si	9.424	14.978	1.248	-0.001	0.007	-0.024
Si	12.193	1.353	1.385	0.022	0.005	-0.047
Si	14.998	4.007	1.312	0.008	0.038	-0.033
Si	12.097	6.688	1.61	-0.019	0.029	-0.08
Si	14.893	9.504	1.318	-0.003	0	-0.053
Si	12.171	12.288	1.466	0.014	-0.007	-0.05
Si	14.986	15.069	1.373	-0.003	-0.03	-0.037
Si	-0.021	2.69	2.714	-0.006	0.006	-0.002
Si	2.696	16.323	2.596	-0.005	-0.002	0.003
Si	16.243	8.238	2.834	0.005	0.03	0.022
Si	2.592	5.395	2.893	-0.015	-0.016	0.02
Si	-0.012	13.685	2.693	0.004	0.018	0.027
Si	2.569	10.929	2.764	-0.001	-0.005	0.01
Si	5.31	2.807	3.041	0.008	-0.004	0.015
Si	8.15	16.23	2.875	-0.012	0.001	0.018
Si	5.336	8.169	2.856	0.004	0.002	0.01
Si	8.008	5.501	2.899	-0.013	-0.016	0.016
Si	5.413	13.586	2.639	0.005	0.004	-0.002
Si	8.125	10.839	2.831	-0.009	-0.013	0
Si	10.866	2.737	2.815	0.001	0.015	0.025
Si	13.553	16.368	2.753	-0.016	0.005	0.022
Si	10.795	8.189	2.855	0.008	-0.002	0.004
Si	13.592	5.314	2.796	-0.003	-0.023	0.018
Si	10.786	13.686	2.75	0	0.007	0.006
Si	13.57	10.875	2.758	-0.01	-0.007	0.016
Si	1.244	4.013	4.214	0.003	-0.004	-0.005
Si	3.933	1.28	4.158	-0.004	0.008	0.003
Si	1.214	9.596	4.183	-0.002	0	-0.002
Si	3.981	6.786	4.215	0.001	0.007	-0.003
Si	1.322	15.04	4.084	-0.001	0.005	-0.013
Si	4.016	12.277	4.077	0.004	-0.001	-0.004
Si	6.722	4.136	4.327	-0.004	0.009	-0.004
Si	9.506	1.303	4.156	0.004	-0.005	-0.001
Si	6.724	9.524	4.211	-0.004	0.005	-0.007
Si	9.423	6.842	4.227	-0.007	0.004	0.001
Si	6.721	14.894	4.163	0.012	-0.004	-0.002
Si	9.462	12.28	4.149	0.002	-0.002	-0.002
Si	12.229	4.033	4.227	0.012	0.001	-0.007
Si	14.958	1.339	4.087	0.01	0.004	0.005
Si	12.212	9.539	4.178	-0.003	0.001	-0.002
Si	14.911	6.776	4.147	0	0.003	0.001
Si	12.194	15.006	4.136	-0.004	-0.003	-0.01
Si	14.981	12.283	4.064	-0.001	-0.003	0.001
Si	16.32	16.373	5.471	-0.003	-0.005	-0.007
Si	2.596	2.636	5.569	-0.008	0	0.001
Si	16.288	5.427	5.534	0.005	0	-0.002
Si	2.603	8.194	5.527	0	0.004	0
Si	16.274	10.946	5.539	0.005	-0.001	0.004
Si	2.655	13.646	5.472	-0.001	0.004	-0.01
Si	5.362	16.337	5.494	0.003	-0.004	0
Si	8.127	2.678	5.546	0.002	0.001	0.005
Si	5.325	5.466	5.647	0.007	-0.006	0.005
Si	8.07	8.177	5.607	-0.002	-0.002	-0.003
Si	5.35	10.926	5.52	0.001	-0.003	-0.006
Si	8.089	13.586	5.56	-0.007	0.001	0
Si	10.86	16.366	5.544	0.006	0.005	0.004
Si	13.609	2.663	5.545	-0.01	0.006	0.001
Si	10.831	5.442	5.54	0.003	-0.006	-0.007
Si	13.557	8.146	5.535	-0.001	0	0.001
Si	10.839	10.919	5.524	0.005	-0.005	-0.005
Si	13.589	13.624	5.465	-0.006	0.006	0
Si	1.226	1.304	6.925	-0.001	0.003	0.003
Si	3.966	4.031	6.932	-0.001	-0.002	-0.002
Si	1.25	6.802	6.898	0.001	0	-0.008
Si	3.985	9.55	6.894	0.002	0.001	-0.006
Si	1.273	12.296	6.875	0	0.004	-0.002
Si	3.999	14.992	6.887	0.003	0	-0.004
Si	6.729	1.305	6.881	0.001	0.002	-0.004
Si	9.483	4.056	6.914	0.004	0.002	-0.005
Si	6.714	6.819	6.981	-0.006	0.004	0.003
Si	9.468	9.559	6.918	-0.002	0	0.001
Si	6.721	12.247	6.93	0.004	-0.001	0.004
Si	9.467	14.992	6.892	-0.002	0	-0.003
Si	12.23	1.311	6.917	0.005	-0.003	0.001
Si	14.937	4.061	6.916	-0.001	0.003	-0.002
Si	12.19	6.802	6.921	0	0.001	-0.002
Si	14.924	9.537	6.892	-0.003	-0.002	0.001
Si	12.222	12.275	6.878	-0.003	-0.003	-0.005
Si	14.948	14.997	6.848	0.003	0.001	-0.006
Si	16.292	2.691	8.291	-0.001	0.004	0
Si	2.62	16.349	8.266	-0.001	0	-0.004
Si	16.289	8.167	8.267	0.004	-0.002	-0.001
Si	2.609	5.428	8.281	0	-0.002	-0.001
Si	16.303	13.641	8.251	0	0.001	-0.002
Si	2.618	10.911	8.259	0.003	-0.002	-0.003
Si	5.365	2.672	8.27	0.001	-0.001	-0.001
Si	8.101	16.359	8.262	-0.001	0	0
Si	5.345	8.2	8.304	0.002	0.003	0.002
Si	8.102	5.421	8.29	0.001	-0.004	-0.001
Si	5.359	13.635	8.274	-0.001	0.003	-0.002
Si	8.096	10.898	8.3	0	-0.003	0.001
Si	10.855	2.692	8.276	-0.001	0.004	0
Si	13.59	16.342	8.265	0	0.001	0
Si	10.829	8.179	8.283	-0.001	0.001	-0.001
Si	13.563	5.428	8.277	-0.001	0	-0.001
Si	10.843	13.628	8.259	0.003	0.003	-0.002
Si	13.559	10.899	8.266	-0.001	0.001	0.001
Si	1.247	4.066	9.657	0.002	0.002	0
Si	3.989	1.311	9.635	0	0	0
Si	1.253	9.531	9.63	0.001	0	-0.003
Si	3.986	6.802	9.645	-0.001	0	-0.001
Si	1.253	14.993	9.641	-0.001	0.002	-0.002
Si	3.99	12.265	9.634	0.001	0	-0.003
Si	6.73	4.047	9.642	0	-0.001	0
Si	9.472	1.323	9.631	0	0.003	-0.001
Si	6.73	9.541	9.673	-0.001	-0.001	0.003
Si	9.465	6.805	9.648	-0.001	0	0
Si	6.739	14.993	9.64	0	0.003	0.001
Si	9.478	12.267	9.648	-0.001	0.001	0.001
Si	12.209	4.062	9.651	0.002	-0.002	-0.002
Si	14.929	1.317	9.648	0	-0.001	0.001
Si	12.197	9.543	9.655	-0.001	0	0.001
Si	14.918	6.806	9.648	-0.001	0	0
Si	12.21	14.986	9.635	-0.001	-0.002	-0.002
Si	14.935	12.264	9.629	0.001	0	-0.001
Si	-0.113	16.358	11.015	0.004	0.005	0
Si	2.631	2.695	11.006	0.001	0.001	-0.002
Si	16.28	5.436	11.019	-0.001	-0.001	0
Si	2.62	8.169	11.012	0.003	-0.002	-0.002
Si	16.284	10.881	11.005	0.001	-0.003	-0.001
Si	2.613	13.614	11.001	-0.001	0	-0.003
Si	5.359	16.352	11.002	-0.001	0	-0.001
Si	8.106	2.69	11.008	-0.002	-0.003	0.001
Si	5.37	5.436	11.003	0.001	0	-0.001
Si	8.104	8.168	11.031	-0.001	-0.001	0.004
Si	5.363	10.92	11.02	0	0.002	0.001
Si	8.112	13.632	11.016	0	0.002	0.001
Si	10.84	16.359	11	0	0	-0.001
Si	13.563	2.682	11.018	0.001	0.001	0.002
Si	10.845	5.444	11.004	0	0	-0.001
Si	13.555	8.175	11.031	0	0.001	0.001
Si	10.831	10.899	11.035	0	0.001	0
Si	13.564	13.619	11.017	0.001	0.001	-0.001
Si	1.261	1.322	12.368	0.001	0.001	0
Si	3.998	4.076	12.366	-0.001	0	-0.002
Si	1.243	6.808	12.38	0.002	0.002	0
Si	3.991	9.548	12.371	0.002	0.002	-0.001
Si	1.239	12.247	12.362	0	-0.002	-0.004
Si	4.001	14.962	12.36	-0.001	0	-0.003
Si	6.729	1.315	12.363	-0.005	-0.001	0.002
Si	9.488	4.072	12.358	0.001	0	-0.002
Si	6.743	6.793	12.388	0.001	-0.002	0.003
Si	9.468	9.531	12.416	0.001	0	0.001
Si	6.749	12.266	12.393	-0.004	0	0.002
Si	9.486	14.995	12.382	0.001	0.004	0
Si	12.196	1.312	12.383	0	-0.002	0
Si	14.913	4.062	12.386	0.002	-0.002	0.002
Si	12.176	6.819	12.402	-0.001	-0.003	-0.001
Si	14.924	9.531	12.413	-0.001	-0.003	0.003
Si	12.204	12.257	12.41	0.001	0.002	0.002
Si	14.918	14.996	12.389	0	0.001	-0.001
Si	-0.12	2.681	13.735	0.003	0.002	0.003
Si	2.63	16.33	13.701	0.002	-0.004	-0.002
Si	-0.104	8.165	13.782	0.002	-0.002	0.005
Si	2.609	5.433	13.731	0.006	0.001	-0.001
Si	16.265	13.59	13.729	0.002	0.001	-0.007
Si	2.612	10.907	13.741	0	-0.001	-0.002
Si	5.379	2.713	13.717	-0.004	0.006	0.002
Si	8.096	16.352	13.73	-0.001	0.001	0
Si	5.372	8.188	13.727	-0.005	-0.001	-0.002
Si	8.158	5.445	13.743	0.002	-0.006	0.002
Si	5.373	13.617	13.758	0	0.004	0.006
Si	8.11	10.906	13.784	0.002	0.001	0.001
Si	10.835	2.697	13.729	0.001	-0.006	-0.003
Si	13.545	16.353	13.778	0.002	0.006	0.004
Si	10.818	8.171	13.819	-0.001	0.003	0.007
Si	13.539	5.442	13.746	-0.004	0.003	0
Si	10.846	13.635	13.779	-0.001	0	0.002
Si	13.547	10.884	13.804	0.002	-0.001	0.003
Si	1.246	4.045	15.096	0.004	-0.002	0
Si	4.008	1.302	15.032	-0.007	-0.006	-0.008
Si	1.25	9.575	15.143	-0.002	0.004	0.006
Si	3.967	6.846	15.058	0.006	0.007	0
Si	1.253	14.943	15.045	-0.003	-0.002	-0.001
Si	4.003	12.236	15.117	-0.004	-0.002	0.003
Si	6.804	4.063	15.065	0.002	0.005	0.001
Si	9.457	1.329	15.073	0	-0.002	0.003
Si	6.743	9.522	15.137	0.002	0.002	0.004
Si	9.454	6.808	15.216	0.001	0	0.009
Si	6.753	14.981	15.122	-0.001	-0.002	-0.001
Si	9.486	12.276	15.16	0.004	0.001	0
Si	12.171	4.078	15.111	0.001	0	-0.002
Si	14.916	1.331	15.123	0.001	0.001	0.003
Si	12.188	9.525	15.211	0	-0.003	0
Si	14.92	6.777	15.125	-0.004	-0.007	-0.002
Si	12.194	14.987	15.19	0.001	0.007	0.003
Si	14.899	12.272	15.166	-0.001	-0.003	0.003
Si	-0.145	16.258	16.399	0.021	0.006	0.002
Si	2.6	2.601	16.392	0.016	0.002	-0.009
Si	-0.143	5.377	16.484	-0.001	0.002	-0.006
Si	2.636	8.214	16.487	-0.001	0	-0.004
Si	-0.122	10.942	16.537	0.003	0.006	0.005
Si	2.656	13.651	16.44	-0.01	-0.012	0.012
Si	5.426	0.028	16.424	-0.008	-0.003	0.003
Si	8.148	2.691	16.481	-0.003	-0.003	0.002
Si	5.425	5.499	16.303	-0.002	-0.002	0.005
Si	8.063	8.192	16.597	-0.006	-0.01	-0.001
Si	5.345	10.841	16.502	0	0.01	-0.001
Si	8.098	13.612	16.534	0.01	0.005	0.006
Si	10.774	-0.019	16.478	-0.002	0.005	0.006
Si	13.557	2.754	16.475	-0.005	-0.002	0.008
Si	10.843	5.411	16.561	0.004	0.005	-0.004
Si	13.597	8.137	16.54	0.004	0.003	0.005
Si	10.821	10.925	16.583	-0.009	-0.003	-0.001
Si	13.539	13.6	16.605	0.003	0.001	-0.004
Si	1.215	1.157	17.748	-0.019	-0.022	-0.02
Si	4.134	4.002	17.492	-0.007	0.023	-0.005
Si	1.215	6.826	17.742	0.004	-0.004	0
Si	4.028	9.485	17.958	0	0.006	0.004
Si	1.306	12.326	17.855	-0.001	0.006	-0.007
Si	4.034	15.093	17.724	0.007	0.004	-0.01
Si	6.808	1.334	17.865	0.002	-0.006	-0.002
Si	9.439	4.05	17.928	-0.003	0.004	-0.003
Si	6.579	6.822	17.891	0.003	-0.012	0.006
Si	9.449	9.587	17.975	0.012	0.019	-0.016
Si	6.7	12.199	17.86	0	-0.01	-0.021
Si	9.415	15.049	17.901	0.008	0.002	-0.006
Si	12.132	1.412	17.772	0.006	0.002	-0.007
Si	14.942	4.011	17.946	-0.006	-0.006	-0.011
Si	12.3	6.711	17.925	-0.007	-0.007	-0.006
Si	14.922	9.553	17.918	-0.002	0.005	-0.021
Si	12.159	12.259	18.04	0.007	-0.004	-0.008
Si	14.942	14.991	17.921	0.015	-0.009	-0.003
Si	16.148	2.318	19.154	0.023	0.038	0.033
Si	2.697	-0.017	19.164	0.013	0.019	0.047
Si	-0.044	8.187	19.232	0.004	0.013	0.051
Si	2.667	5.286	18.689	-0.003	-0.036	0.075
Si	0.006	13.705	19.311	0.005	-0.023	0.07
Si	2.697	10.953	19.22	0.003	0.018	0.064
Si	5.446	2.824	19.04	-0.037	-0.002	0.06
Si	8.083	-0.002	19.37	-0.005	-0.007	0.057
Si	5.155	8.003	19.499	0.021	-0.013	0.037
Si	7.954	5.423	19.182	0.004	0.018	0.075
Si	5.387	13.746	19.05	-0.019	0.002	0.053
Si	7.927	10.84	19.393	0.004	0.012	0.04
Si	10.876	2.735	19.301	0.005	-0.012	0.064
Si	13.415	-0.018	19.095	-0.025	0.017	0.077
Si	10.919	8.131	19.18	-0.021	-0.016	0.063
Si	13.707	5.449	19.448	-0.003	-0.018	0.041
Si	10.712	13.679	19.327	-0.013	0.015	0.045
Si	13.533	10.846	19.423	0.031	-0.019	0.034
Si	1.452	3.685	19.81	-0.017	-0.045	-0.128
Si	3.83	1.753	20.265	0.002	-0.089	-0.213
Si	1.226	9.688	20.546	0.092	-0.039	-0.224
Si	3.773	6.178	20.532	-0.015	0.073	-0.153
Si	1.668	14.885	20.657	-0.071	0.031	-0.184
Si	3.87	12.634	20.383	-0.031	-0.05	-0.183
Si	6.385	4.342	20.616	0.05	-0.013	-0.229
Si	9.734	1.159	20.648	-0.032	0.037	-0.247
Si	6.927	9.055	20.787	-0.14	0.136	-0.188
Si	9.283	6.938	20.328	0.028	-0.039	-0.225
Si	6.757	14.845	20.626	0.009	0.085	-0.211
Si	8.995	12.607	20.568	-0.016	-0.065	-0.232
Si	12.485	3.848	20.703	-0.071	0.067	-0.271
Si	14.462	1.351	20.675	0.091	-0.078	-0.246
Si	12.339	9.187	20.764	0.011	0.044	-0.14
Si	14.896	7.14	20.765	0.003	-0.057	-0.16
Si	11.935	15.303	20.553	-0.014	-0.062	-0.211
Si	15.359	11.936	20.478	-0.075	0.087	-0.214
Si	1.94	0.267	23.215	-0.038	0.028	0.03
Si	1.424	3.143	23.736	0.03	0.076	-0.075
Si	14.527	11.128	25.64	0.03	-0.049	0.037
Si	1.941	13.626	27.138	0.005	0.054	-0.002
Si	4.964	0.153	22.697	-0.024	-0.006	-0.086
Si	0.945	5.681	21.932	0.006	0.096	-0.008
Si	11.416	10.49	25.339	0.101	-0.026	-0.003
Si	2.148	12.083	24.468	-0.048	-0.002	-0.025
Si	10.486	11.523	28.039	0.036	-0.018	-0.015
Si	11.458	2.533	29.456	-0.029	0.092	0.018
Si	0.112	1.227	25.428	0.06	-0.001	-0.037
Si	15.23	5.918	27.166	-0.002	-0.016	-0.032
Si	8.386	3.091	22.851	-0.039	0.022	-0.08
Si	10.189	10.718	22.781	-0.006	-0.112	-0.081
Si	14.042	15.489	22.788	-0.008	0.029	-0.128
Si	13.901	15.779	25.683	0.078	-0.029	0.01
Si	4.107	4.103	25.077	0.038	-0.019	0.005
Si	4.729	11.484	23.074	0.005	0.042	0.097
Si	15.458	13.503	27.225	-0.018	0.027	0.023
Si	2.63	9.366	23.389	-0.027	0.05	0.013
Si	6.38	1.926	24.84	-0.073	0.007	0.075
Si	10.617	5.292	22.763	0.022	-0.027	-0.041
Si	12.673	7.245	27.632	-0.069	0.05	0.043
Si	8.326	7.175	28.269	0.022	-0.065	0.021
Si	7.145	10.018	23.742	0.057	-0.023	0.013
Si	6.733	12.504	31.852	-0.039	0.081	0.041
Si	7.752	16.03	29.898	0.066	0.035	-0.072
Si	9.224	4.472	29.176	-0.052	0.016	0.043
Si	11.768	7.425	24.918	0.009	-0.033	-0.028
Si	14.435	8.212	25.647	0.069	0.068	0.05
Si	15.687	12.995	23.36	0.078	-0.061	0.034
Si	0.598	13.409	29.729	-0.145	0.014	-0.087
Si	3.97	13.785	31.475	-0.139	-0.042	-0.043
Si	15.81	6.769	29.816	0.074	0.045	-0.024
Si	2.771	5.175	27.289	0.079	-0.004	0.01
Si	13.626	13.702	31.692	-0.105	0.01	0.036
Si	12.65	0.089	28.226	0.008	-0.071	0.052
Si	3.766	15.48	28.677	0.019	-0.003	0.04
Si	8.713	13.27	29.535	0.034	-0.011	0.009
Si	3.663	6.938	25.152	0.054	0.039	0.015
Si	6.125	1.073	27.953	-0.048	0.005	-0.058
Si	0.645	16.057	31.555	-0.011	0.025	0.003
Si	4.076	5.812	29.913	0.036	-0.046	0.031
Si	6.202	3.574	29.653	0.016	0.014	-0.016
Si	15.906	3.944	30.512	0.003	-0.014	-0.1
Si	5.904	8.197	29.51	-0.013	-0.023	-0.098
Si	6.298	8.368	26.457	-0.002	0.04	0.024
Si	10.724	8.779	29.47	-0.026	-0.003	-0.035
Si	13.393	2.678	31.561	-0.014	0.087	-0.051
Si	2.449	3.883	31.545	0.076	-0.059	0.005
Si	14.594	8.982	31.145	-0.069	-0.067	-0.017
Si	0.315	7.385	32.43	0.05	-0.048	-0.027
Si	15.914	11.471	31.579	0.027	-0.047	0.043
Si	3.103	1.128	30.651	-0.04	-0.044	-0.034
Si	6.545	4.017	32.672	-0.017	0.004	0.003
Si	9.842	1.164	31.674	0.039	0.03	0.038
Si	6.424	9.55	32.329	-0.044	-0.082	-0.028
Si	9.428	4.308	32.133	0.055	-0.01	-0.008
Si	5.482	16.199	31.942	0.162	0.067	0.029
Si	14.454	0.07	30.529	-0.007	0.046	-0.087
Si	11.743	9.168	32.279	0.004	-0.032	0.05
Si	0.182	3.331	27.556	-0.029	-0.022	0
Si	11.524	13.828	29.421	0	0.084	-0.046
O	11.661	15.365	28.886	-0.072	0.127	-0.039
O	15.984	0.575	30.734	0.189	0.286	0.049
O	3.84	1.342	34.179	-0.08	0.041	0.066
O	2.501	3.352	33.087	-0.192	0.03	-0.118
O	3.381	5.203	31.266	-0.205	0.034	0.023
O	14.935	3.164	31.536	0.164	-0.177	-0.027
O	15.341	8.298	32.449	-0.133	-0.096	0.242
O	1.546	8.126	33.217	-0.12	-0.107	0.091
O	13.129	9.58	31.512	0.005	-0.021	-0.036
O	-0.054	10.899	33.041	-0.045	0.057	0.03
O	2.674	13.354	32.435	-0.157	-0.026	-0.017
O	0.12	15.779	33.09	-0.138	-0.059	-0.141
O	6.087	0.193	33.396	-0.048	-0.048	0.014
O	4.473	15.02	32.383	-0.341	0.098	0.063
O	9.189	1.406	0.032	-0.009	-0.032	-0.105
O	6.751	2.878	33.796	-0.201	0.018	-0.078
O	5.397	5.037	33.2	-0.141	-0.135	-0.12
O	3.562	6.651	34.144	0.141	-0.061	-0.054
O	7.395	8.452	33.053	0.079	-0.115	0.002
O	9.136	6.83	34.19	-0.026	-0.194	-0.167
O	5.093	9.713	33.273	-0.006	-0.02	-0.082
O	3.833	11.908	34.151	0.062	0.047	0.137
O	7.215	13.543	33.032	-0.163	0.227	-0.006
O	9.256	12.152	34.004	-0.066	-0.019	0.004
O	10.56	0.324	32.89	0.181	-0.051	-0.046
O	10.139	13.6	30.263	-0.043	-0.126	0.106
O	14.635	1.155	33.99	-0.133	0.128	0.107
O	12.833	2.872	33.079	-0.309	0.293	-0.2
O	10.522	4.854	33.212	-0.033	-0.106	0.087
O	9.731	4.926	30.663	0.232	0.286	0.004
O	12.212	8.031	33.35	0.004	-0.268	-0.205
O	14.243	6.543	34.311	0.083	0.087	-0.079
O	11.063	10.395	33.117	-0.047	0.1	-0.002
O	12.859	13.783	33.134	-0.15	0.041	0.006
O	14.499	12.141	34.406	0.04	-0.112	0.067
O	2.701	2.921	20.602	-0.093	0.104	-0.2
O	0.514	4.679	20.737	-0.171	0.034	0.025
O	4.648	1.36	21.646	0.103	0.281	-0.089
O	1.778	1.849	22.76	0.046	-0.009	-0.255
O	0.035	10.763	20.876	0.031	0.134	-0.019
O	1.786	9.141	22.008	0.054	-0.043	0.087
O	2.465	6.321	21.619	-0.029	0.287	0.039
O	1.086	4.649	23.199	0.028	-0.008	0.106
O	2.755	13.683	21.043	0.153	0.051	-0.092
O	1.271	15.71	22.052	-0.119	0.147	-0.023
O	1.886	10.465	24.358	-0.118	-0.203	0.222
O	4.876	12.047	21.558	0.331	0.117	-0.104
O	5.066	5.266	21.113	0.101	-0.129	-0.091
O	7.16	3.734	21.953	-0.15	-0.034	0.099
O	9.104	1.901	21.983	-0.204	-0.087	-0.145
O	6.448	1.426	26.394	0.118	0.054	0.004
O	8.235	8.068	20.894	0.134	-0.113	0.23
O	6.582	9.238	22.4	0.097	0.02	-0.105
O	9.966	6.217	21.618	-0.15	0.094	0.001
O	13.71	5.992	27.811	0.154	-0.284	0.119
O	7.876	13.712	21.14	0.106	-0.114	0.055
O	5.82	15.394	21.901	0.146	0.013	-0.091
O	12.927	10.882	25.782	-0.106	-0.095	-0.014
O	9.8	11.978	21.847	-0.097	0.07	0.27
O	11.875	4.461	22.119	0.209	-0.019	0.229
O	13.56	2.658	21.145	-0.138	0.079	0.145
O	14.666	0.433	22.059	-0.111	0.078	-0.044
O	1.229	0.223	24.714	-0.084	-0.126	0.022
O	11.226	9.697	21.943	-0.045	-0.27	0.228
O	11.06	11.338	24.005	-0.07	0.186	0.077
O	16.021	6.693	21.987	-0.037	-0.123	-0.067
O	13.613	8.156	21.271	0.14	-0.239	-0.013
O	12.946	14.797	21.776	-0.141	-0.081	0.213
O	10.849	0.02	21.152	-0.001	-0.007	0.214
O	15.318	14.583	23.292	0.137	0.123	0.018
O	15.037	12.488	21.97	-0.013	0.123	-0.045
O	13.238	15.705	24.195	0.001	0.23	0.043
O	0.888	12.826	23.7	-0.127	0.162	-0.306
O	0.09	2.607	24.528	-0.102	-0.021	0.116
O	14.829	12.14	24.426	-0.139	0.107	0.067
O	14.336	14.379	26.435	-0.004	-0.333	-0.003
O	4.09	9.981	23.021	0.192	-0.06	-0.213
O	2.352	12.517	26.029	0.173	-0.178	-0.008
O	3.498	16.146	23.318	0.128	0.063	0.285
O	5.88	0.674	23.93	0.259	0.011	0.073
O	4.172	5.584	24.359	0.273	-0.132	-0.049
O	2.743	3.308	24.678	-0.057	0.017	0.213
O	7.612	7.439	26.814	-0.029	-0.101	-0.209
O	7.163	7.152	29.417	-0.079	-0.029	0.244
O	3.615	12.43	23.816	-0.013	0.039	0.078
O	1.735	12.999	28.628	0.224	-0.229	0.087
O	9	12.144	28.383	-0.019	-0.121	0.095
O	6.833	9.344	25.225	0.057	-0.235	0.044
O	8.211	14.732	29.025	0.043	0.047	-0.184
O	7.511	0.74	28.745	0.038	0.215	0.149
O	10.378	3.449	28.652	0.093	-0.147	0.022
O	15.137	0.413	25.54	-0.081	0.164	0.119
O	11.095	8.921	24.957	0.002	-0.112	0.144
O	9.483	4.231	23.276	0.101	-0.108	0.001
O	15.406	6.91	25.868	-0.01	0.013	-0.177
O	13.342	7.723	24.517	-0.001	-0.214	0.015
O	10.42	10.918	26.545	-0.265	0.17	-0.179
O	11.106	6.322	23.932	0.204	0.17	0.117
O	12.713	-0.08	26.625	-0.114	-0.019	-0.301
O	15.166	11.903	26.939	0.249	-0.217	0.23
O	0.356	1.826	26.938	-0.085	-0.144	0.231
O	13.393	1.098	31.181	-0.166	-0.107	-0.062
O	4.075	4.364	26.698	0.235	-0.13	0.017
O	5.377	3.196	24.699	0.08	-0.053	0.083
O	2.877	7.964	24.167	0.008	-0.103	0.105
O	0.461	14.127	26.644	-0.003	0.014	-0.223
O	14.114	16.294	28.945	0.26	0.182	-0.128
O	15.598	13.606	28.872	-0.061	-0.203	-0.087
O	3.053	14.804	27.361	0.037	-0.143	0.086
O	0.892	14.742	30.62	0.029	0.097	0.126
O	5.157	16.155	28.11	0.185	-0.148	-0.108
O	7.809	2.445	24.24	0.105	0.002	0.106
O	3.843	14.361	29.916	0.07	-0.149	-0.032
O	7.761	3.76	29.21	-0.14	-0.182	-0.247
O	9.13	5.767	28.205	0.002	-0.007	-0.092
O	11.885	7.75	28.948	0.162	0.02	0.001
O	2.557	6.442	26.263	-0.241	-0.12	-0.004
O	4.981	7.614	25.852	-0.14	-0.038	-0.203
O	6.224	11.404	23.753	0.112	-0.011	0.145
O	8.764	10.162	23.445	-0.046	0.056	-0.162
O	7.588	12.688	30.507	-0.086	0.014	-0.147
O	7.116	11.017	32.389	-0.057	-0.075	-0.122
O	5.539	2.386	28.744	-0.427	0.068	0.246
O	10.788	1.399	30.398	0.144	-0.201	-0.057
O	12.453	3.416	30.432	-0.115	0.081	-0.077
O	11.63	6.823	26.437	-0.329	0.09	0.026
O	15.511	4.35	26.831	0.04	0.063	0.045
O	15.18	9.636	25.346	0.231	0.025	-0.171
O	-0.121	6.544	28.276	0.147	0.165	-0.096
O	9.339	8.365	28.724	0.088	0.165	0.12
O	13.598	8.471	27.047	-0.167	0.029	-0.02
O	12.238	1.654	28.354	0.187	0.007	-0.216
O	14.342	15.114	31.387	0.252	0.022	0.1
O	0.916	4.218	31.211	-0.05	0.127	0.036
O	2.895	2.723	30.484	0.121	0.052	-0.167
O	14.624	7.892	29.935	-0.013	-0.054	0.005
O	15.155	5.365	30.294	-0.167	0.091	0.327
O	1.588	4.097	27.385	0.247	0.068	-0.061
O	0.02	5.933	33.15	-0.123	0.079	-0.061
O	0.636	7.18	30.827	-0.052	-0.241	-0.024
O	14.742	12.556	31.755	-0.216	-0.073	0.236
O	0.701	12.172	30.764	0.22	0.073	-0.149
O	15.457	10.245	30.627	0.13	0.001	-0.005
O	9.372	2.671	32.122	-0.051	-0.072	0.039
O	5.141	12.637	31.486	0.011	-0.162	0.211
O	6.445	15.607	30.781	-0.201	0.011	-0.035
O	4.606	0.956	31.234	0.193	0.026	0.132
O	10.966	10.345	29.072	0.274	-0.024	0.278
O	2.947	5.779	28.764	-0.121	0.32	-0.02
O	6.157	3.294	31.266	0.124	0.078	0.005
O	7.937	4.845	32.529	0.118	0.298	0.284
O	2.026	0.494	31.703	0.069	0.049	0.025
O	2.902	0.353	29.228	-0.166	0.034	-0.134
O	4.586	7.358	29.996	-0.234	-0.053	-0.075
O	6.145	9.237	30.75	0.142	-0.048	-0.06
O	8.678	0.209	31.088	-0.198	0.008	0.1
O	-0.282	3.148	29.107	-0.306	-0.001	0.018
O	12.664	13.372	30.453	0.117	-0.012	0.078
O	5.821	8.906	27.989	-0.089	-0.07	0.018
O	5.343	4.923	29.416	0.043	0.192	0.055
O	11.536	12.779	28.159	0.004	0.087	-0.101
O	10.706	8.667	31.11	-0.112	0.038	-0.096

Results
total energy: -108571.986 eV
total energy less fixed offsets of O -438.35, Si -107.03 eV per atom: 8.244 eV
